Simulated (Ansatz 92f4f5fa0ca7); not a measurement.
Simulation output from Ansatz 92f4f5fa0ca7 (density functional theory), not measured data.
Periodic cell of 256 atoms, Si144O112, from a study of silicon, its oxide and their interface. The atomic structure is a simulated model.
This geometry differs little from another in the collection (a relaxation step or a small displacement).

Settings
functional: r2SCAN
potential files: Ansatz PAW
basis: plane waves
wave-function cutoff: 800 eV
density cutoff ratio: 5
exchange-correlation grid ratio: 1
k mesh: 1 x 1 x 1, shifted by 0.5 0.5 0 of a step
self-consistency stop: 1e-10 eV per atom in the density residual
occupations: fixed
spin: none
net charge: 0

Cell vectors (angstrom)
a  10.887  0  0
b  0  10.887  0
c  0  0  35.7378

Atoms: element, x, y, z (angstrom)
Si  -5.3381  -0.0278  -0.3597
Si  5.5621  2.8763  2.883
Si  -3.5487  11.1088  -5.6434
Si  5.1502  5.9687  0.078
Si  -0.3676  -7.5119  -3.2697
Si  2.7223  3.298  -0.8745
Si  9.2545  3.9752  1.5067
Si  11.7058  7.4648  -1.1515
Si  4.2354  3.2895  -3.4916
Si  -0.7477  -0.847  1.5426
Si  2.9404  5.3827  2.9938
Si  4.0093  9.5812  1.0405
Si  5.723  5.9487  -7.1859
Si  11.582  1.0462  1.4092
Si  -0.6694  6.5255  -2.726
Si  13.5271  10.9545  2.4763
Si  -0.0822  2.7623  2.806
Si  5.3867  -2.4928  2.6886
Si  0.1522  8.2285  2.7707
Si  4.2773  4.1965  1.4476
Si  8.2428  0.1124  2.6275
Si  7.0519  1.8162  1.4637
Si  8.0922  5.5416  2.8045
Si  6.7599  6.9631  1.4796
Si  1.3923  4.0494  4.1275
Si  4.0565  1.3899  3.9417
Si  1.4766  9.5936  4.1001
Si  4.2121  6.9125  4.1842
Si  6.8349  4.209  4.276
Si  9.4808  1.4058  4.1815
Si  6.8415  9.6572  4.0068
Si  9.5699  6.8873  4.0491
Si  0.0152  0.0089  5.4533
Si  2.7343  2.6741  5.4321
Si  0.0167  5.4703  5.4051
Si  2.7621  8.2088  5.4974
Si  5.4321  0.0665  5.3646
Si  8.1508  2.7575  5.5577
Si  5.4806  5.5387  5.597
Si  8.1599  8.2268  5.3807
Si  1.3804  1.348  6.8117
Si  4.0575  4.0715  6.8097
Si  1.3614  6.798  6.8039
Si  4.154  9.5586  6.7899
Si  6.7219  1.3829  6.8275
Si  9.5638  4.1298  6.811
Si  6.8961  6.8714  6.858
Si  9.4952  9.5348  6.7943
Si  0.0091  2.7364  8.1317
Si  2.7573  -0.0125  8.1389
Si  -0.0833  8.0967  8.1372
Si  2.7027  5.4029  8.1846
Si  5.3714  2.7103  8.2191
Si  8.0919  -0.0018  8.1596
Si  5.4762  8.1784  8.1705
Si  8.1987  5.4422  8.2003
Si  1.3305  4.0349  9.5568
Si  4.0214  1.3346  9.6088
Si  1.3442  9.4665  9.3481
Si  4.1477  6.7398  9.4878
Si  6.7845  4.0723  9.5032
Si  9.4655  1.4154  9.4368
Si  6.7656  9.508  9.5813
Si  9.5101  6.7394  9.6294
Si  -0.0385  -0.0366  10.6033
Si  2.5888  2.64  10.9736
Si  -0.0188  5.3186  10.9828
Si  2.6625  8.0732  10.6774
Si  5.3679  -0.0619  10.9635
Si  8.1137  2.7331  10.8852
Si  5.4733  5.3677  10.9386
Si  8.0627  8.077  10.941
Si  1.1352  1.1789  12.2058
Si  4.0097  4.0115  12.248
Si  3.1129  5.7797  13.5637
Si  3.8502  9.4193  12.1548
Si  8.5466  0.1175  13.421
Si  8.5576  5.7461  13.8304
Si  4.6798  7.6374  13.4042
Si  9.5841  9.4961  11.9815
Si  2.5354  4.9203  15.8189
Si  4.7592  1.1007  16.0856
Si  0.3863  8.4845  13.2691
Si  1.4384  6.7301  12.1678
Si  -0.0675  -4.5262  21.0947
Si  2.0314  -0.6298  13.438
Si  7.4683  10.9822  17.4509
Si  9.4713  4.0045  12.4044
Si  -0.7033  1.9671  13.4952
Si  1.3235  9.0271  17.8896
Si  2.0969  10.9614  15.688
Si  6.75  6.7492  12.451
Si  5.8462  -0.8664  19.5574
Si  7.1221  1.6287  19.7673
Si  4.0486  -2.8704  18.5249
Si  6.5767  4.7817  15.6014
Si  -15.2568  4.8596  31.1413
Si  26.1622  -6.9165  17.2437
Si  -0.7977  21.6999  29.347
Si  3.6805  11.8241  26.2446
Si  -18.6556  31.2358  30.5456
Si  22.0833  13.4957  19.0995
Si  16.5381  -17.1022  23.3343
Si  -6.6359  18.2792  23.6817
Si  -7.8813  2.8868  23.8902
Si  -0.6191  16.7335  26.4901
Si  21.3326  -13.065  25.3181
Si  12.0075  -0.0035  20.5145
Si  -2.5047  14.189  23.3827
Si  -13.1321  15.1254  30.3765
Si  -0.3853  20.3428  35.025
Si  -5.4485  -1.0061  22.3301
Si  3.039  0.9509  21.4978
Si  -7.0383  30.042  28.5693
Si  -5.171  29.5021  15.9712
Si  0.5851  5.4967  35.8217
Si  14.0201  3.6173  20.0193
Si  -9.8918  13.0402  16.0009
Si  -19.1226  19.8943  25.8413
Si  -14.103  -13.0242  34.9694
Si  7.022  17.4354  33.4582
Si  -16.7508  11.2136  32.2003
Si  12.531  6.7211  37.4417
Si  20.5182  -5.7077  19.4018
Si  -13.3956  10.3256  26.7261
Si  29.0477  26.1544  20.8413
Si  -16.3705  2.6067  13.5201
Si  -2.4745  -1.4942  15.3133
Si  -14.9349  -9.6191  12.2428
Si  -10.4328  -13.5815  30.6847
Si  -7.7894  -25.1066  35.7368
Si  9.8871  -3.372  14.8878
Si  10.1398  9.0565  22.3067
Si  12.7561  3.7438  30.4495
Si  2.0327  1.1151  28.9573
Si  11.3545  -16.3035  29.3991
Si  -4.1429  -2.2057  28.516
Si  -13.8231  22.2337  22.4988
Si  7.7419  4.1086  27.3899
Si  10.8352  -4.287  16.9074
Si  6.8035  -9.6841  27.1343
Si  0.5588  1.4047  34.7071
Si  -7.9098  6.4192  20.9625
Si  11.1534  -6.2691  23.8351
O  4.3065  -19.4025  -18.7703
O  7.5543  -12.7857  -8.5752
O  -2.8397  5.3807  -15.9106
O  -3.0135  -3.1884  0.4605
O  -9.8253  -1.6766  -10.0946
O  -4.8034  -7.1748  -21.227
O  6.223  0.5488  -19.2442
O  22.9307  9.9756  -19.1424
O  6.0194  -9.4723  0.2403
O  -17.4831  -15.0853  -7.4056
O  24.1191  13.5289  -6.377
O  15.1522  9.8867  -4.11
O  -19.9477  19.6988  -4.4173
O  22.262  -19.5089  -18.2004
O  17.8252  -0.8501  -0.1842
O  -4.7627  -16.1222  34.4893
O  -4.9022  4.3387  17.0393
O  5.2028  7.5489  17.4892
O  3.9177  7.0024  19.7741
O  8.4081  14.6912  21.8453
O  11.1875  -21.9174  34.2458
O  -14.9935  33.6893  28.7831
O  -13.628  -5.9014  15.2869
O  4.4223  20.381  19.0509
O  -4.7262  9.3153  20.9773
O  -10.6829  1.249  19.98
O  -2.2401  17.2356  33.4963
O  -13.505  3.6922  28.8804
O  -0.3509  2.1576  15.0904
O  17.7181  -3.7817  28.8437
O  11.0397  7.9235  17.8467
O  11.1395  16.3783  25.1829
O  -13.8675  1.3672  18.3635
O  16.4476  5.0324  29.8531
O  4.0437  -6.7343  18.8047
O  0.1201  16.3911  22.4833
O  -15.269  -4.6301  31.9671
O  -32.9504  9.3785  29.89
O  -14.7404  19.5202  15.7963
O  32.0655  18.4054  31.7152
O  -30.8039  3.4547  15.5216
O  -2.1869  -11.3514  16.5735
O  -15.0816  3.1533  19.9682
O  -18.4336  39.74  22.3844
O  -5.68  -1.7693  28.2502
O  -1.4318  -0.2454  27.8876
O  11.3208  22.7135  29.1254
O  1.4389  6.7711  20.6008
O  19.7601  37.6565  26.6155
O  -39.3976  1.6854  31.998
O  17.3436  21.8321  22.9897
O  -7.2553  2.1919  20.5941
O  -1.8176  -1.7294  34.2846
O  -8.209  8.1639  17.7245
O  -11.8968  5.2686  30.0834
O  2.6486  11.8126  27.4861
O  -1.066  25.469  23.9949
O  -5.1042  -7.1719  32.0258
O  1.3356  -33.6721  19.2552
O  -29.3957  13.0937  25.3321
O  3.8332  3.6937  33.7679
O  7.0079  -1.1107  18.4579
O  -12.9306  -0.8827  22.5042
O  -16.5211  33.7403  26.6407
O  -1.962  -10.3477  30.3145
O  -2.5296  12.567  23.4838
O  -26.7273  -4.6451  15.3783
O  36.279  -0.0182  16.3172
O  -0.2085  -5.921  32.8119
O  -6.5015  14.5472  23.4753
O  -20.1733  14.3607  19.5432
O  -4.5298  -5.8967  27.405
O  -6.2575  19.2059  14.937
O  3.2879  18.7071  24.9168
O  -22.1704  -19.3761  33.7808
O  -10.6079  -27.2172  27.7828
O  -0.9666  14.4481  19.3812
O  10.0401  -17.0598  36.0014
O  -0.9061  29.5274  21.3412
O  16.0761  6.0922  23.9994
O  3.2303  4.1222  31.2695
O  -1.692  -7.6852  31.5236
O  -9.9301  -25.6703  29.7166
O  12.2533  -5.0695  16.5809
O  2.6423  -9.2166  22.8915
O  23.851  1.8954  34.3672
O  -8.1728  -10.8853  29.8918
O  4.6845  12.3942  14.5137
O  -3.5978  20.399  29.7798
O  31.0943  -1.0035  25.475
O  17.8987  14.8887  23.9975
O  -20.0808  14.7308  23.853
O  11.799  13.8833  31.5477
O  -8.103  30.3851  27.4071
O  7.9957  11.9327  20.9894
O  5.1868  -23.9927  23.3451
O  3.4426  -11.3833  25.5017
O  -0.997  27.4473  17.863
O  -6.7965  21.54  21.8725
O  10.0286  -3.4336  26.2848
O  17.328  0.5172  31.4076
O  -3.4892  13.5588  26.7109
O  -4.159  8.0987  33.8276
O  29.9521  13.7705  36.6252
O  16.6445  -10.1423  19.7078
O  10.4858  19.2695  23.7348
O  -4.8166  15.8588  21.7668
O  -10.4869  -0.8504  21.702
O  5.2178  -21.6529  33.7985
O  3.1663  4.8159  21.1063
O  -9.2951  15.3308  35.0414
O  3.4023  -7.8018  36.3138

Results
free energy: -155980.294 eV
free energy less fixed offsets of O -570.45, Si -639.56 eV per atom: 6.746 eV

Forces (eV/angstrom), in the order of the atoms: element, x, y, z
Si  0.0084  -0.0017  -0.0022
Si  0.0003  0.0016  0.0003
Si  0.0018  -0.0018  -0.0031
Si  -0.0024  -0.0028  -0.0019
Si  0.0007  0.0009  0.0018
Si  -0.0048  0.0037  0.0006
Si  -0.0007  -0.0015  -0.0009
Si  -0.016  -0.0075  -0.0078
Si  -0.0005  -0.0023  0.0006
Si  -0.002  -0.0007  0.0024
Si  -0.0013  0.0061  -0.0001
Si  0.0023  -0.0034  0.0021
Si  0.0024  0  -0.0023
Si  -0.0028  -0.0009  -0.0006
Si  0.0157  0.0066  0.0127
Si  0.0004  0.0007  0.0013
Si  0.0008  0.0025  0.0005
Si  -0.0001  0.0021  -0.0002
Si  -0.0028  0.0022  -0.0039
Si  0  0.0002  -0.0011
Si  -0.001  0.0003  -0.0001
Si  0.0001  0.0001  -0.0006
Si  -0.0004  -0.0004  -0.0013
Si  0.0035  0.0043  0
Si  -0.001  -0.0008  0.0019
Si  -0.0015  -0.0009  0.0002
Si  0.0003  -0.0005  0.0004
Si  0.0012  -0.0006  0.0013
Si  0.0001  0.001  0.0007
Si  0.001  -0.0006  -0.0009
Si  0.0007  -0.0008  0.0005
Si  0.001  0.001  -0.0006
Si  -0.0023  0.0006  0.001
Si  -0.0005  -0.0003  0.0004
Si  0.0001  0.0004  -0.0016
Si  0.0015  -0.0002  -0.0009
Si  -0.0008  0.001  0.0008
Si  -0.0009  0.0002  0
Si  0.0001  0.0019  -0.0013
Si  -0.0018  0.0013  -0.0003
Si  0  0.0011  -0.0001
Si  -0.0008  0.0012  -0.0004
Si  -0.0014  0.0001  -0.0009
Si  -0.0003  0.001  -0.0002
Si  -0.0019  -0.0002  -0.0003
Si  0.0003  -0.0009  -0.0001
Si  -0.0011  0.0005  -0.0004
Si  -0.0003  0.0007  -0.0011
Si  -0.0011  0.0007  0.0001
Si  0.0008  0.0006  0
Si  -0.0018  0.0016  0
Si  -0.0007  -0.0003  -0.0008
Si  -0.0005  0.0002  0.0001
Si  -0.0007  0.0017  0
Si  0.0001  0.0012  -0.0005
Si  -0.0003  0.0013  -0.0001
Si  0.0006  -0.0006  0.0005
Si  -0.0007  0.0013  -0.0005
Si  -0.0012  0.0005  -0.0002
Si  -0.0002  0.0005  -0.0003
Si  -0.0003  0.001  -0.0009
Si  -0.0017  0.0005  -0.0015
Si  0  0.001  -0.0001
Si  -0.0014  0.0006  -0.0002
Si  0.001  0  0.0005
Si  0.0012  -0.0004  -0.001
Si  -0.0011  0.0008  -0.0002
Si  -0.0004  0.0011  0.0003
Si  -0.0012  0.0008  -0.0004
Si  0.0011  0.0005  0.0008
Si  -0.0004  0.0009  0.0011
Si  -0.0003  0.0019  -0.0011
Si  -0.0002  0.003  0.0011
Si  -0.001  0.0005  -0.0002
Si  -0.0007  0  0.0005
Si  -0.0001  0.0009  0.0009
Si  0.0005  0.0019  -0.004
Si  0.0009  -0.0001  -0.0025
Si  0.0025  -0.0006  0.0006
Si  -0.0012  0.0001  -0.0004
Si  0.0031  -0.0001  0.0008
Si  0.001  0.0038  0.0034
Si  -0.0005  -0.0001  0.0027
Si  -0.0006  0.0003  -0.0006
Si  0.0012  -0.0022  -0.0002
Si  0.0004  0.0014  -0.0039
Si  -0.0005  0.0017  0.0031
Si  -0.0012  0.0011  -0.0003
Si  0.0006  -0.0002  0.001
Si  0.0008  0  0.0035
Si  -0.0042  -0.0034  0.0061
Si  -0.0013  -0.0019  0.0021
Si  -0.0002  0.0021  0.0027
Si  -0.0002  -0.0012  0.0008
Si  -0.0003  -0.0003  0.0033
Si  -0.0038  -0.0001  0.0007
Si  0.0009  0.001  -0.0014
Si  -0.0008  0.0004  0.0014
Si  0.0033  0.0006  -0.009
Si  0.0001  0.0001  -0.0022
Si  -0.0034  0.004  -0.0002
Si  0.0018  0.0006  0.0025
Si  0.001  0.0005  -0.0008
Si  0.0021  0.0009  -0.0016
Si  0.0013  -0.0008  -0.0014
Si  0.0018  -0.0001  -0.0019
Si  0.0028  -0.003  -0.0021
Si  0.0003  0  0.0004
Si  0.0011  -0.0031  -0.0024
Si  0.0039  -0.0015  -0.0024
Si  0.0018  0.003  -0.0036
Si  0.0012  -0.0013  -0.0001
Si  0.0015  0.0004  0
Si  0.0021  -0.0017  -0.002
Si  -0.0007  -0.0004  -0.0015
Si  -0.0002  0.0021  -0.0062
Si  -0.0028  0.0011  -0.0005
Si  0.0013  0.0018  0.001
Si  0.0033  0.0003  -0.0018
Si  -0.0018  0.0085  0.0016
Si  0.002  0.0012  -0.0004
Si  -0.0001  0.002  0.0002
Si  0.0079  -0.0024  -0.002
Si  0  0.0004  0.0015
Si  0.0057  -0.0076  0.0067
Si  0.0021  -0.0003  -0.0003
Si  0.0007  0.001  0.002
Si  -0.0024  -0.0041  0.0043
Si  0.0004  0.0003  0.0005
Si  0.0008  -0.0024  -0.0032
Si  -0.0008  0.0008  0.0011
Si  0  0.002  -0.0031
Si  0.0004  0.0001  -0.0001
Si  -0.0005  -0.0008  -0.0009
Si  0.0044  -0.002  -0.0007
Si  0.0019  0.0012  -0.006
Si  0.0029  -0.0004  0.0006
Si  0  -0.002  -0.0018
Si  0.0012  0.001  -0.0022
Si  0.0008  -0.0002  0.0035
Si  -0.0011  0.0029  0.0013
Si  -0.0028  0.0006  -0.0029
Si  0.0004  -0.0001  -0.0002
Si  0.0029  -0.0018  -0.001
O  -0.0007  -0.002  -0.0023
O  0.0042  0.0039  0.0008
O  0.001  0  -0.0001
O  -0.0033  0.0046  -0.0042
O  0.0053  -0.0009  0.0005
O  0.0006  0.0018  -0.0035
O  0.0001  -0.001  -0.0017
O  0.0016  0.003  -0.0044
O  -0.0002  -0.0038  -0.0005
O  0.0032  -0.0005  0.0007
O  0.002  0.0006  -0.0002
O  -0.0003  0.0005  -0.0004
O  0.007  0.0018  -0.002
O  0.0019  -0.0005  -0.003
O  -0.0037  -0.0091  -0.0038
O  -0.0008  0.0019  0.0008
O  0.0014  0.0023  -0.0064
O  0.001  0.0006  -0.0038
O  0.0002  0.0003  -0.0017
O  0.0028  -0.0002  0.0002
O  0.0009  0.0015  0.0011
O  0.0024  -0.0044  0.0023
O  -0.0023  -0.0001  -0.0006
O  0.0013  -0.0004  0.0005
O  0.0003  0.0014  -0.0026
O  0.0013  0  -0.0005
O  -0.0051  -0.0017  0.002
O  -0.0003  0.0006  0.001
O  -0.0003  -0.0003  -0.0009
O  0.0008  -0.0012  0.0033
O  0.0002  0.0007  -0.0023
O  0.0032  -0.0035  -0.001
O  0  -0.0005  -0.0013
O  0.0016  -0.0023  0.0018
O  -0.0002  0.0007  -0.0013
O  0.0008  -0.0008  0.0009
O  0  0.0009  0.0026
O  0.0006  0.0008  0.0014
O  -0.0004  -0.0001  -0.0023
O  -0.0039  -0.0021  -0.002
O  -0.0033  -0.0025  -0.0003
O  -0.0003  -0.0001  -0.0023
O  0.0002  0.0004  -0.0004
O  0.0009  0.0006  0
O  -0.0001  -0.0022  0.0038
O  -0.0009  0.0012  -0.0002
O  -0.0015  -0.004  0.0029
O  0.0018  -0.0012  -0.0002
O  0.0016  -0.0016  0.0018
O  0.0006  -0.0029  0.0002
O  0.0009  -0.0001  -0.0003
O  -0.0003  0.0003  -0.0008
O  -0.0087  0.0013  0.0033
O  -0.0002  0.0007  -0.0012
O  0.0001  -0.0003  0.0031
O  -0.0001  0.0002  0.0031
O  0.0012  -0.0003  -0.0003
O  0.0011  -0.0002  0.0007
O  0.0001  -0.0004  -0.0017
O  0.0009  -0.0005  0.0008
O  -0.0021  -0.002  0.0028
O  0  0.0005  -0.002
O  0.0012  -0.0004  -0.0003
O  0.0029  -0.0003  0.0019
O  -0.0031  0.0002  0.0022
O  0.0001  -0.0024  -0.0004
O  0.0025  0.001  -0.0028
O  -0.0009  0.0006  -0.0023
O  -0.0003  -0.0008  -0.0001
O  0.0013  -0.0005  0.0002
O  0.0016  -0.0007  0.0001
O  0.0019  0.0002  0.0007
O  0.0005  -0.0009  -0.0002
O  0.0015  0.0007  0.0007
O  0.0017  0.0011  -0.0005
O  0.0028  -0.0019  0.0021
O  0.0011  -0.0009  -0.002
O  0.0027  0.0024  0.0017
O  0.0009  -0.0006  0
O  0.0009  -0.0002  0.0002
O  0.0033  0.0001  0.0019
O  0.0012  0  0.001
O  0.0011  0.0007  0.0015
O  -0.0023  0.0016  -0.0009
O  0.0021  -0.0014  0.0019
O  0.0001  0.0014  0.0046
O  0.0032  -0.0035  0.0007
O  0.0002  0.0039  -0.002
O  -0.0003  0.0053  0.0028
O  0.0001  0.0023  0.0044
O  0.0009  0.0002  -0.0001
O  0.0013  -0.001  -0.002
O  0.0007  0.0009  -0.0005
O  0.0023  0.0002  0.0019
O  0.0002  -0.0015  -0.0017
O  -0.0001  -0.0015  0.0005
O  0  -0.001  0.0013
O  0.0012  0.0016  -0.0027
O  0.0006  -0.002  -0.0028
O  0.0021  -0.0016  0.0011
O  0.0011  -0.0006  0.0009
O  -0.0001  -0.0037  0.0022
O  -0.0007  0.0007  0.0011
O  -0.0009  0.0015  0.0005
O  0.0022  -0.0018  -0.0011
O  0.0026  -0.0009  0.0012
O  -0.0002  -0.0001  -0.0002
O  0.001  -0.0005  -0.0007
O  0.0035  -0.002  0.0063
O  0.0011  0.0001  -0.0019
O  0.0028  -0.0045  -0.0014
O  -0.0021  -0.0003  -0.0015

The program warned: the cutoff lies below the one the program advises for these potential files; the forces do not sum to zero within the program's tolerance; empty levels may hold ghost states of the PAW files; the exchange-correlation potential is rough where the density is thin.
